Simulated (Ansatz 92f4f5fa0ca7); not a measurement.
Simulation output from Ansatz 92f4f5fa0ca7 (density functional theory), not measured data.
Periodic cell of 195 atoms, Si117O78, from a study of silicon, its oxide and their interface. The atomic structure is a simulated model.

Settings
functional: PBE
potential files: Ansatz PAW
basis: plane waves
wave-function cutoff: 700 eV
density cutoff ratio: 5
exchange-correlation grid ratio: 2
k mesh: 2 x 2 x 1, shifted by 0.5 0.5 0.5 of a step
self-consistency stop: 5e-08 eV per atom in the density residual
occupations: Fermi-Dirac, 0.05 eV
spin: none
net charge: 0

Cell vectors (angstrom)
a  11.6894  -0.0146  -0.1939
b  -0.1198  11.7342  -0.1278
c  1.1535  -3.55  27.4576

Atoms: element, x, y, z (angstrom)
Si  8.632  10.5045  -1.1138
Si  7.7164  5.0166  0.2558
Si  6.8224  7.9103  2.7436
Si  0.9366  10.721  0.6583
Si  1.3582  4.4896  1.3714
Si  1.1508  6.9554  0.9273
Si  3.5529  11.0859  0.2813
Si  4.8781  4.3413  0.6018
Si  4.4757  7.9178  2.9729
Si  -0.8724  11.7136  2.0698
Si  -0.7611  4.1131  2.7428
Si  -0.2945  7.73  2.5303
Si  4.398  11.7712  2.5327
Si  3.4679  4.1361  2.6257
Si  2.8302  8.4382  1.3325
Si  8.4759  11.7863  0.8083
Si  8.369  4.1534  2.4622
Si  8.6398  7.8667  0.3397
Si  -0.3815  1.9049  3.7231
Si  -0.2696  5.9745  4.1221
Si  -0.5062  9.8554  3.7212
Si  3.703  2.191  3.6683
Si  3.6735  6.0278  4.0488
Si  3.6983  10.1109  4.0084
Si  7.7016  2.1948  3.7494
Si  7.7239  6.0342  3.9762
Si  7.4253  9.9936  4.1909
Si  9.6071  1.9482  5.1336
Si  9.5068  5.959  5.3328
Si  9.4531  9.9262  5.2391
Si  1.8176  1.9446  5.131
Si  1.7933  5.9703  5.4696
Si  1.5787  9.9997  5.1841
Si  5.5919  2.2158  5.2214
Si  5.5754  5.883  5.3124
Si  5.5968  9.9308  5.4819
Si  9.3477  11.8687  6.5733
Si  9.5237  4.0168  6.4817
Si  9.4943  8.0284  6.6969
Si  1.5814  12.0113  6.6529
Si  1.7356  3.9025  6.4244
Si  1.7651  8.0116  6.6858
Si  5.4951  12.0479  6.7491
Si  5.6651  4.051  6.6249
Si  5.4943  7.8061  6.6365
Si  -0.3878  11.9551  8.2246
Si  -0.0126  4.0231  8.1072
Si  -0.1761  8.0936  8.3978
Si  3.7685  12.0457  8.0243
Si  3.5583  3.8992  7.9341
Si  3.7362  7.9423  7.9836
Si  7.4958  11.8981  8.042
Si  7.6541  3.9442  7.8052
Si  7.4998  7.9367  8.109
Si  -0.0822  2.0908  9.7602
Si  0.0257  5.9688  9.4704
Si  -0.3984  9.8742  9.7753
Si  3.7129  2.1131  9.6339
Si  3.859  5.92  9.3432
Si  3.5698  10.0177  9.391
Si  7.6318  2.2103  9.2617
Si  7.7  5.9575  9.0719
Si  7.517  9.8676  9.6061
Si  9.536  2.9475  10.6835
Si  8.3725  6.4492  13.3617
Si  9.3648  9.762  10.9517
Si  1.7617  2.0488  11.1408
Si  1.9007  6.0231  10.8978
Si  1.7708  9.9878  10.8496
Si  6.0483  6.1686  12.5989
Si  5.7577  5.2842  10.3119
Si  5.3401  10.0257  11.0129
Si  11.7761  -0.8712  14.4754
Si  9.8833  7.4131  11.8393
Si  13.9894  8.0858  11.9944
Si  2.0314  11.9111  12.4924
Si  2.1009  4.2707  12.5964
Si  0.2308  7.8629  13.3871
Si  5.7916  2.7995  10.4678
Si  6.0186  2.2778  12.6009
Si  4.8972  8.2394  12.5711
Si  8.3383  1.9677  12.6097
Si  0.3767  5.0638  14.9765
Si  9.6799  5.4499  10.517
Si  4.6166  11.8192  12.6123
Si  5.0629  4.1404  13.6512
Si  6.1013  9.9288  14.0047
Si  6.5833  3.3689  18.3315
Si  8.8648  11.4211  12.7479
Si  7.8561  8.4187  15.8987
Si  5.5937  7.3295  23.1433
Si  4.6341  7.0483  20.0527
Si  13.6545  7.7222  19.1088
Si  3.6485  5.1879  23.7109
Si  11.8265  10.1027  19.4209
Si  10.4071  4.6262  22.2627
Si  6.0159  4.4722  15.6642
Si  12.202  2.9395  23.7627
Si  3.1036  2.8816  22.2962
Si  13.2938  5.0349  17.7691
Si  10.034  10.6155  17.0231
Si  1.7641  4.5846  26.2501
Si  2.1399  0.5976  23.6486
Si  5.7661  9.3954  25.5099
Si  11.6412  10.7206  22.3163
Si  8.1567  8.2628  30.1015
Si  12.8518  6.5343  22.2269
Si  10.9603  8.3753  23.96
Si  -0.5724  0.8589  20.7008
Si  9.1018  1.5799  18.5555
Si  3.9277  -0.1191  26.4236
Si  9.0071  4.3815  14.3973
Si  3.7554  3.9829  19.5352
Si  6.7029  6.4025  17.9526
Si  8.1751  -1.0313  26.9504
Si  8.5807  6.6712  23.636
Si  10.8675  3.5023  19.4538
O  9.8603  7.7682  1.5489
O  7.191  8.3984  1.0592
O  6.092  5.5084  0.6782
O  2.1317  11.5397  -0.0867
O  12.98  -0.0099  13.9408
O  0.2733  6.6251  14.6772
O  8.2312  7.6392  14.6588
O  9.1118  2.8931  13.7923
O  3.4181  4.2067  13.5694
O  0.9151  4.2458  13.7419
O  10.1223  11.4437  13.7227
O  -1.2502  4.7387  15.3946
O  -0.1078  9.3501  14.2361
O  8.9685  0.4273  26.538
O  8.1205  13.2782  0.0393
O  11.9654  11.6659  19.3352
O  4.1114  5.4509  20.2398
O  9.0453  8.9564  -0.7373
O  2.7325  -0.1896  27.544
O  3.1634  1.3243  22.5563
O  9.8277  11.3899  -1.9978
O  1.7009  9.6574  1.7604
O  12.6979  1.4298  24.1651
O  3.7794  9.3717  0.3005
O  5.7385  2.882  0.4347
O  9.0856  5.2196  22.8998
O  1.6068  6.0481  26.9309
O  13.3804  6.746  17.8874
O  4.1075  3.8492  23.0226
O  1.2668  4.8404  16.3063
O  11.5911  5.624  22.0811
O  10.4713  9.8814  18.3496
O  5.0246  11.1625  14.0258
O  5.9395  7.1028  19.0569
O  6.4769  9.2672  15.5139
O  5.5152  8.8115  24.0503
O  -0.6245  0.4107  22.2508
O  7.4259  10.4732  13.3663
O  0.5418  3.888  25.4224
O  1.7096  -0.8028  23.108
O  2.9965  4.2733  18.2421
O  8.9658  9.5492  16.2386
O  14.1775  6.0691  22.6913
O  10.0322  4.2986  20.6236
O  10.0633  2.8986  18.2967
O  7.7434  4.5352  15.603
O  11.8565  4.5835  18.7702
O  10.7403  3.2214  23.1034
O  9.6556  0.9404  19.9577
O  11.3596  10.9185  16.0302
O  1.658  3.5871  22.8691
O  5.0221  7.5679  21.6443
O  5.7376  5.9032  16.4918
O  9.3759  0.2624  17.3726
O  5.8501  3.1293  16.8126
O  7.2938  10.0301  25.5341
O  10.9541  9.9285  23.7539
O  3.4785  8.1121  19.5239
O  12.3829  7.8248  23.1601
O  5.304  3.2423  19.3277
O  7.7989  7.3817  17.3234
O  13.1279  6.9995  20.5973
O  4.6306  11.4129  -0.8874
O  3.405  0.2166  24.9842
O  12.9086  9.1281  18.8797
O  7.4322  10.2815  -2.2466
O  9.678  7.6874  22.9947
O  8.38  6.4112  -0.3178
O  7.345  4.8263  18.3641
O  0.0808  2.3883  20.5718
O  4.5591  10.391  26.1158
O  5.043  1.0562  26.8424
O  4.9512  6.2844  23.9077
O  3.0053  4.8117  25.3759
O  2.9897  3.1556  20.6652
O  7.4438  2.1154  18.667
O  11.5656  9.6058  21.1069
O  7.2295  7.0209  22.8278

Results
free energy: -118723.837 eV
free energy less fixed offsets of O -569.03, Si -635.61 eV per atom: 26.873 eV
pressure: -1.71 GPa
stress xx, yy, zz, yz, xz, xy (GPa, positive in tension): 1.7, 1.29, 2.15, -0.33, -0.31, -0.03

Forces (eV/angstrom), in the order of the atoms: element, x, y, z
Si  0.59  -0.067  -1.0551
Si  -1.2372  2.6212  2.8267
Si  0.7834  1.7644  -0.8217
Si  -1.6217  -2.2917  0.1808
Si  -0.5025  -0.3253  -0.0012
Si  0.1595  -1.2619  -1.5929
Si  5.838  -2.618  1.5066
Si  1.7066  0.2403  2.3836
Si  -1.4241  0.8927  -0.2435
Si  0.2325  -0.3271  0.1987
Si  0.4102  -0.5899  -0.076
Si  -2.1426  0.3466  0.2052
Si  0.0812  0.7347  -1.0219
Si  -0.2614  1.7377  -1.6018
Si  1.6815  1.0555  0.001
Si  -0.1125  0.9016  0.071
Si  0.5794  0.7224  -0.0946
Si  -0.0014  -0.1081  3.35
Si  1.0498  0.3147  0.1253
Si  0.2316  -0.0845  0.4061
Si  0.6058  0.1438  0.3417
Si  0.7996  -2.3844  1.2427
Si  -0.1833  -0.258  -0.1553
Si  0.7424  -1.1918  0.6191
Si  -0.8585  -0.3593  0.3839
Si  -1.6723  -0.5251  -1.2623
Si  -0.2504  -0.6091  -1.9883
Si  -0.3842  0.4394  0.4685
Si  1.178  1.9374  0.473
Si  0.6997  -0.4429  0.0787
Si  -1.0672  0.1245  -0.9893
Si  -0.8317  0.8562  -0.9858
Si  -0.1346  0.1282  0.2187
Si  0.603  -0.2882  -0.527
Si  1.0965  0.2658  -0.4915
Si  -1.4787  0.4884  0.9898
Si  0.6574  0.2649  0.168
Si  1.2972  -1.4444  0.5269
Si  0.2679  -0.5605  0.5173
Si  0.6016  -0.942  0.5789
Si  -0.1717  -0.3551  1.2411
Si  -0.8227  0.3864  0.5235
Si  2.3146  -0.5515  -2.2202
Si  -0.7612  -0.7566  0.8617
Si  1.9761  1.0631  -0.1416
Si  0.1564  -0.8965  -0.2836
Si  -0.4319  -0.4701  -0.5026
Si  -0.0828  -1.1292  -2.0559
Si  -3.3298  -0.7929  1.3718
Si  0.7637  0.4202  0.534
Si  -1.202  0.3678  1.6317
Si  -0.0986  -0.6827  0.2822
Si  -0.1809  0.8161  -0.3857
Si  -0.242  1.5697  -1.3178
Si  -1.151  1.2821  -0.5132
Si  -0.7261  -0.4435  0.0679
Si  0.6942  1.7565  -0.0843
Si  -0.5172  0.4242  -0.5521
Si  -2.3631  0.0307  -0.7591
Si  1.0359  -0.0509  -0.8781
Si  1.306  0.1244  0.3962
Si  0.4433  -2.1041  1.4197
Si  -1.5331  0.3343  -0.729
Si  -0.5328  -0.5954  -0.315
Si  -0.5381  1.3611  1.0549
Si  0.4883  -0.3824  0.5879
Si  1.2438  1.0509  1.2589
Si  1.4028  0.4108  0.4639
Si  -0.641  0.4395  0.9588
Si  -0.0189  -0.7618  -0.8289
Si  1.8059  -0.2437  1.2586
Si  0.0493  -0.1494  -1.1148
Si  -4.4622  0.8181  2.8207
Si  -0.1089  0.5399  0.6688
Si  0.1881  -0.5772  -0.3748
Si  0.5577  -0.6016  -0.5681
Si  -0.8032  -1.1767  -1.4318
Si  -0.1296  -0.2375  2.5657
Si  -0.8589  1.1992  -1.0755
Si  -0.6324  -1.2453  1.0443
Si  -0.1864  0.8543  0.4882
Si  1.2196  0.9072  -0.1471
Si  -2.9207  0.6054  2.3437
Si  -0.0821  0.1551  -1.2203
Si  -0.6712  1.1924  -1.3894
Si  0.4256  1.131  -0.6056
Si  -1.2829  -2.6695  2.0429
Si  -2.8403  1.9235  -2.4343
Si  -1.7939  -2.1884  -0.0221
Si  -0.8085  1.8388  4.6183
Si  5.9801  8.0999  -4.6541
Si  -0.09  -0.4109  2.7183
Si  -2.4537  -1.204  4.0565
Si  -1.7848  3.2319  3.7826
Si  -3.9102  -2.8002  0.2796
Si  -2.0321  -1.8953  -2.6208
Si  2.1008  -0.8141  4.0268
Si  0.6188  2.8466  0.9035
Si  -3.4874  1.3406  -2.756
Si  -4.6095  1.4093  -1.5396
Si  -0.5914  -1.5061  -3.2762
Si  -1.6689  -0.9878  3.1187
Si  6.2916  -0.9389  3.6663
Si  -0.2649  -2.5749  2.2398
Si  0.4897  -3.9405  2.8842
Si  -0.6898  -0.2671  0.4622
Si  -4.282  5.8419  -4.1602
Si  0.6808  -3.3942  -4.1376
Si  2.7413  2.6576  -1.3331
Si  -1.9139  -1.6881  -2.2121
Si  -4.4094  7.2682  0.6234
Si  -0.3874  1.7  2.9222
Si  6.1187  -0.3832  3.6049
Si  2.0722  -5.0384  -5.9473
Si  1.6735  -0.572  -0.0181
Si  0.8132  -0.945  -3.9959
Si  3.4329  2.7366  4.4129
O  -1.031  -0.1029  -1.0446
O  1.2074  -1.2009  1.4847
O  0.251  -1.2566  -0.7587
O  -3.5829  1.7232  -0.7791
O  1.7531  0.9468  -1.6122
O  0.4082  3.3546  -2.3593
O  1.3327  -3.9576  -4.5084
O  -0.3435  -0.776  -0.0823
O  0.4104  -0.0767  -0.1298
O  0.1373  -0.9726  -1.3675
O  2.0228  0.1163  0.9122
O  0.4034  -0.8666  -1.0414
O  0.8263  -3.836  -1.7821
O  -0.8265  -3.0004  -1.355
O  -1.3402  0.8818  -0.6019
O  0.2538  2.3004  1.6977
O  0.3483  1.66  -0.5488
O  0.6047  1.0224  -1.0323
O  -0.132  0.8984  0.7608
O  -0.7039  -0.9952  0.8063
O  -1.114  -1.1048  1.8617
O  -0.2187  1.0711  -0.0262
O  -1.4088  1.0294  0.0717
O  -0.9057  0.6298  0.0283
O  -0.099  0.5373  0.7023
O  -1.2321  0.8995  1.7697
O  -1.2494  1.7819  1.0024
O  0.0382  -2.9395  -0.7051
O  2.7394  -0.0263  0.2476
O  0.8438  -0.4088  2.4468
O  0.2555  -0.6393  0.7325
O  1.9649  -0.6892  3.0743
O  -0.0843  -0.2874  1.958
O  -2.9148  1.7412  3.5691
O  -0.5631  0.3081  -0.3306
O  -0.3232  -1.2532  -1.5799
O  0.2836  -0.5327  0.4914
O  3.6842  1.877  -1.6856
O  -0.222  -1.0387  -1.9019
O  -2.6101  -1.1547  -1.4633
O  -2.5316  0.2965  -3.0368
O  1.2811  1.1323  0.8474
O  7.211  -3.3958  3.3939
O  -0.0958  -0.6219  0.9124
O  -2.9038  -2.6347  -2.7705
O  0.492  -0.7295  -2.455
O  3.8351  0.9908  -2.1163
O  0.7029  -0.0519  0.1343
O  -2.8116  -0.2796  -0.6508
O  -0.01  0.2735  -0.9505
O  -0.2171  -2.1362  1.0677
O  -0.6996  -0.3683  -2.1356
O  0.1603  0.1985  1.4999
O  -1.4292  3.9802  2.3037
O  0.6597  1.9409  -0.762
O  -0.1397  -0.1391  -0.0185
O  0.7154  3.8907  -2.205
O  3.1525  -0.6048  0.0977
O  -0.8769  -0.0947  0.8195
O  -2.6647  1.0643  0.8218
O  0.1843  1.7355  -1.6157
O  0.3199  0.6934  -0.8346
O  0.21  3.7065  -1.9507
O  -3.6073  1.796  -4.219
O  1.1718  -0.2088  -0.8292
O  -0.2161  0.0288  1.9988
O  1.888  1.6099  2.1392
O  0.3544  -0.6434  0.0899
O  -0.8232  1.7279  0.5067
O  -0.9561  -0.7959  -0.8313
O  6.2716  -9.4784  -1.265
O  -0.7699  0.2531  -0.693
O  -5.9399  -8.4376  4.4544
O  4.7289  0.6895  -5.945
O  0.0294  -0.8365  1.1448
O  5.2201  -3.3435  0.4291
O  -0.0032  1.9938  -2.0828
O  -2.0694  0.1214  1.2264

The program warned: the cutoff lies below the one the program advises for these potential files.
